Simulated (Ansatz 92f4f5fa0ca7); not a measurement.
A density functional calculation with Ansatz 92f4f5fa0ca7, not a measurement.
Periodic cell of 223 atoms, Si133O90, from a study of silicon, its oxide and their interface. The atomic structure is a simulated model.
Doubt: the cutoff is far below the 930 eV that the study's wrapper takes by default for these files, so forces and energies are approximate.
This geometry differs little from another in the collection (a relaxation step or a small displacement).

Settings
functional: PBE
potential files: Ansatz PAW
basis: plane waves
wave-function cutoff: 580 eV
density cutoff ratio: 5
exchange-correlation grid ratio: 1
k mesh: 1 x 1 x 1, Gamma-centred
self-consistency stop: 5e-08 eV per atom in the density residual
occupations: fixed
spin: none
net charge: 0

Cell vectors (angstrom)
a	10.938	0	0
b	0	10.938	0
c	0	0	32.1592

Atoms and the computed forces on them: element, x, y, z (angstrom), force x, y, z (eV/angstrom)
Si	0.1505	-0.2507	24.8053	-0.0046	0.0006	0.0021
Si	5.2538	0.0817	24.8199	-0.0002	-0.0016	0.0011
Si	3.1433	2.4543	24.6831	-0.0024	0.0008	-0.0036
Si	7.8589	2.9274	24.6212	-0.0003	-0.0026	-0.0001
Si	-0.2992	5.5698	24.4853	0.0004	-0.0052	-0.0005
Si	5.8331	5.3903	24.5035	-0.0022	0.0031	0.0012
Si	2.3366	8.4275	24.7274	0.0012	-0.0009	0.001
Si	8.5809	7.9403	24.8855	-0.0033	0.0004	0.0069
Si	1.4041	1.3982	25.9473	0.0008	-0.0017	-0.0003
Si	6.8163	1.3434	26.04	-0.0003	-0.0004	0.0005
Si	4.1984	4.1852	25.876	0.0006	-0.0023	0.0013
Si	9.5265	4.0355	25.9088	-0.0012	0	-0.0004
Si	1.2899	6.7195	25.9344	-0.002	-0.0011	0.0001
Si	6.8971	6.8104	26.0471	0.0014	-0.0007	-0.0001
Si	4.0171	9.4803	26.0491	-0.0021	0.0004	-0.0004
Si	9.6615	9.5156	26.2124	0.0001	-0.0009	0.0001
Si	2.7178	0.0066	27.3858	0.0007	0.0007	0.0004
Si	8.2127	-0.0043	27.4	0.0001	0.0011	0.0001
Si	0.0036	2.7332	27.3228	-0.0001	-0.0002	-0.0002
Si	5.4635	2.7682	27.3664	0.0001	-0.0004	0.0001
Si	2.7569	5.4479	27.3061	0.0007	0.002	0.0015
Si	8.2404	5.4198	27.3836	-0.0005	0.0004	0.0005
Si	0.0719	8.1069	27.4501	-0.0002	0.0004	0.0012
Si	5.4744	8.1739	27.3716	0.0011	0.0014	0
Si	4.1018	1.3673	28.7409	-0.0481	0.1803	-0.0482
Si	9.5708	1.3673	28.7409	0.1488	0.1367	-0.0655
Si	1.3673	4.1018	28.7409	0.0799	0.016	-0.4111
Si	6.8362	4.1018	28.7409	0.0967	-0.1016	0.157
Si	4.1018	6.8362	28.7409	-0.1102	-0.1993	-0.1623
Si	9.5708	6.8362	28.7409	-0.0391	-0.3571	0.3848
Si	1.3673	9.5708	28.7409	0.2217	-0.1176	0.3195
Si	6.8362	9.5708	28.7409	-0.1458	-0.0188	-0.0055
Si	0	0	30.1082	-0.0433	-0.0506	-0.0117
Si	5.469	0	30.1082	0.0033	0.0006	-0.0213
Si	2.7345	2.7345	30.1082	-0.0261	-0.0518	-0.0251
Si	8.2035	2.7345	30.1082	-0.0316	0.0544	0.0087
Si	0	5.469	30.1082	-0.0968	0.0376	0.02
Si	5.469	5.469	30.1082	-0.0167	-0.0088	-0.0231
Si	2.7345	8.2035	30.1082	0.058	0.1359	0.0148
Si	8.2035	8.2035	30.1082	-0.0074	-0.0622	-0.0306
Si	1.3673	1.3673	31.4754	0.0308	0.026	0.0075
Si	6.8362	1.3673	31.4754	0.0264	-0.0304	-0.0217
Si	4.1018	4.1018	31.4754	0.0139	0.0062	-0.0106
Si	9.5708	4.1018	31.4754	0.0889	-0.022	-0.0188
Si	1.3673	6.8362	31.4754	0.0301	-0.036	-0.0364
Si	6.8362	6.8362	31.4754	-0.0232	0.0256	-0.0035
Si	4.1018	9.5708	31.4754	-0.0083	-0.0632	-0.0152
Si	9.5708	9.5708	31.4754	-0.0292	-0.0031	-0.0101
Si	2.7345	0	0.6835	0.0759	-0.105	-0.0252
Si	8.2035	0	0.6835	-0.0265	-0.0011	0.0337
Si	0	2.7345	0.6835	-0.1288	0.0743	-0.0024
Si	5.469	2.7345	0.6835	-0.0073	0.0169	0.033
Si	2.7345	5.469	0.6835	-0.0405	0.0582	0.0252
Si	8.2035	5.469	0.6835	0.0459	-0.0424	-0.032
Si	0	8.2035	0.6835	-0.0512	0.0054	0.0231
Si	5.469	8.2035	0.6835	-0.0399	0.0198	-0.0001
Si	4.1018	1.3673	2.0507	-0.1519	-0.0606	0.0233
Si	9.5708	1.3673	2.0507	0.0829	-0.0073	-0.0184
Si	1.3673	4.1018	2.0507	0.0001	-0.0844	0.0231
Si	6.8362	4.1018	2.0507	-0.0733	0.0774	-0.0121
Si	4.1018	6.8362	2.0507	0.1409	0.0403	-0.0104
Si	9.5708	6.8362	2.0507	-0.0595	-0.0597	-0.001
Si	1.3673	9.5708	2.0507	0.1638	0.0871	0.0405
Si	6.8362	9.5708	2.0507	0.0073	-0.1214	0.0015
Si	0	0	3.418	0.4009	0.8956	-0.1141
Si	5.469	0	3.418	-0.0235	0.0061	0.5067
Si	2.7345	2.7345	3.418	-0.0671	-0.1388	-0.0125
Si	8.2035	2.7345	3.418	-0.1741	-0.3228	0.0837
Si	0	5.469	3.418	-0.0006	0.1769	0.2448
Si	5.469	5.469	3.418	-0.0813	-0.1304	-0.5891
Si	2.7345	8.2035	3.418	0.1585	0.2999	0.2424
Si	8.2035	8.2035	3.418	-0.1496	-0.0251	-0.5388
Si	1.3288	1.476	4.9201	0.0047	-0.0102	-0.0397
Si	6.8358	1.3607	4.8564	-0.0088	-0.01	-0.0044
Si	4.0695	4.1259	4.7244	0.0295	-0.0836	-0.0232
Si	9.5277	4.0917	4.7745	0.0152	-0.0326	0.0269
Si	1.4564	6.7936	4.7873	-0.0322	0.0101	-0.0029
Si	6.7819	6.8615	4.7131	0.0055	0.0038	0.0073
Si	4.0714	9.6254	4.877	-0.0046	-0.0017	0.0051
Si	9.5654	9.6114	4.66	-0.0164	-0.0108	-0.0064
Si	2.7268	0.1614	6.3641	-0.0029	-0.001	-0.0017
Si	8.2446	-0.1353	6.1568	-0.0052	-0.0025	0.0044
Si	-0.0801	2.9134	6.3633	-0.0662	0.1332	0.1799
Si	5.3921	2.7752	6.1548	-0.0016	-0.0069	0.0121
Si	2.485	5.1016	6.1099	0.0453	0.0964	-0.0959
Si	8.1018	5.4535	6.0359	0.0303	-0.0332	0.0146
Si	0.0244	8.3345	5.9576	0.0054	-0.0126	0.0415
Si	5.3967	8.0925	6.1621	-0.0173	-0.001	-0.0257
Si	4.0041	1.702	7.7712	-0.0004	0.0165	0.0902
Si	9.678	1.1653	7.5807	0.0584	0.1073	0.1225
Si	-0.0982	4.5407	8.1915	-0.1425	-0.3798	0.2446
Si	6.5456	4.3341	7.4552	0.0926	-0.055	0.1238
Si	4.1513	6.3175	7.2268	0.0227	-0.0223	0.0695
Si	9.4678	6.997	7.0987	0.1379	-0.1337	0.1204
Si	1.0906	9.8177	7.5081	-0.035	0.023	0.0212
Si	7.2186	9.0524	7.3948	0.008	0.0036	0.0516
O	9.5803	6.8114	24.189	0.0005	-0.0005	-0.0045
O	4.1832	1.2265	24.3371	0.001	-0.0021	-0.0019
O	8.3861	7.9812	7.9062	-0.0016	0.0239	-0.0161
O	3.179	2.6592	8.8727	0.0137	-0.0564	-0.0179
O	6.8406	4.133	24.0991	0.001	-0.0021	-0.0017
O	2.8766	7.7488	23.3383	-0.0016	0.0001	0.0064
O	5.3958	5.4272	7.8952	-0.0581	0.0402	-0.0234
O	0.1491	0.1263	8.5331	-0.0182	-0.0266	-0.0611
O	7.096	3.6839	8.8858	-0.1324	0.0007	-0.1478
O	6.7444	9.7607	8.7999	-0.0673	0.0035	-0.0273
O	10.5792	6.1379	7.9915	-0.2349	0.4837	-0.1771
O	1.5433	8.8574	8.7646	0.0021	0.0073	-0.007
O	5.0743	0.8973	8.7595	-0.0497	-0.0571	-0.0123
O	1.2549	4.4992	9.0813	0.5953	-0.1976	0.0496
O	8.8393	1.6617	8.9222	0.1021	-0.3569	-0.2979
O	3.3564	6.8925	8.5528	0.0085	-0.0235	-0.0343
O	7.999	8.7929	23.6349	0.0013	-0.0017	0.0017
O	8.3525	2.2002	23.2261	-0.0032	0.0038	0.006
O	5.5145	6.2826	23.127	-0.001	-0.0036	0.0082
O	2.8511	3.0062	23.1568	0.0006	0.0004	0.0101
O	12.1992	-1.3444	24.2479	0.0001	-0.0004	-0.0033
O	0.0724	4.893	22.9992	-0.003	0.0034	0.0112
O	4.0758	7.4088	21.1051	0.0029	-0.001	0.0048
O	11.0196	21.0722	20.7194	-0.0015	-0.0022	0.0046
Si	5.4361	4.8795	16.6267	0.0047	-0.0094	-0.0146
Si	0.5928	8.7928	19.9873	-0.0049	-0.001	-0.0113
Si	6.1003	9.3514	12.0742	0.0166	-0.0085	0.0167
Si	13.4181	4.9084	12.6254	-0.0318	-0.0044	-0.0105
Si	8.7356	3.0252	12.7686	-0.0147	0.0677	-0.176
Si	9.9394	0.0578	12.6897	-0.0126	0.0082	-0.0032
Si	2.0488	3.3202	9.856	-0.2109	0.2321	-0.1657
Si	2.6287	-3.7095	21.821	-0.005	0.0007	-0.0092
Si	17.758	7.0689	15.4428	0.0025	-0.0042	-0.011
Si	7.1354	11.1599	18.5731	0.0019	0.0005	-0.0092
Si	8.4499	3.117	9.5835	0.1741	0.4927	0.14
Si	3.53	13.1303	13.9657	-0.0037	0.0082	-0.0103
Si	5.8742	0.5088	14.2708	0.0033	0.008	-0.0036
Si	7.0283	6.0002	19.1834	-0.0015	-0.0066	-0.017
Si	0.8447	4.7998	21.5357	-0.002	-0.0011	-0.0138
Si	13.7258	-0.9479	18.1466	0.001	0	-0.0081
Si	3.3844	2.852	17.0133	-0.0022	0.0026	-0.0097
Si	5.3178	10.3304	9.3057	0.0087	0.0263	-0.0198
Si	9.5697	6.5955	16.4473	0.0015	-0.0102	-0.0239
Si	16.5133	7.0651	21.6717	0.0002	-0.0042	-0.0162
Si	9.852	4.8287	18.9953	-0.0039	-0.0041	-0.019
Si	1.9334	-0.3147	12.6631	-0.011	0.0057	-0.0004
Si	5.2621	20.562	16.5104	0.0026	-0.0048	-0.0091
Si	8.4976	8.1567	12.8792	0.0181	-0.0217	-0.0125
Si	11.4717	0.5408	10.2105	-0.0212	0.0607	0.0306
Si	7.0351	9.613	22.6472	-0.0011	0.0002	-0.0092
Si	11.3599	11.7024	20.8068	0.001	-0.0014	-0.0123
Si	-0.5565	-5.1936	13.4613	-0.0203	-0.0336	-0.0365
Si	4.482	1.1987	19.5167	-0.0002	-0.0026	-0.013
Si	2.9988	8.2889	9.2448	0	0.0298	0.0455
Si	1.0508	1.3723	17.7455	-0.0042	0.0015	-0.011
Si	3.4353	7.9245	12.362	-0.0014	-0.01	0.02
Si	2.5506	2.337	21.704	0.0008	-0.0052	-0.0099
Si	7.3667	2.7651	15.3092	0.0082	0.0033	-0.0177
Si	8.8605	8.4785	18.5091	-0.0015	-0.0044	-0.0114
Si	9.078	0.9266	22.5245	0.0023	-0.0008	-0.0108
Si	9.3014	2.2491	17.4594	-0.0049	0.0042	-0.0187
O	6.2305	8.3567	16.2295	-0.0041	0.0018	0.0044
O	5.0668	1.7608	13.5787	-0.0017	-0.0052	0.0033
O	13.1442	5.6701	21.728	-0.0014	-0.0017	0.0021
O	6.555	10.4853	13.1535	-0.0118	-0.0086	-0.0056
O	2.5729	9.162	13.0743	0.0021	-0.0073	-0.0056
O	1.6813	0.9522	21.8445	0.0001	-0.0002	0.0048
O	2.9775	8.0246	10.8209	0.0021	-0.0035	-0.0317
O	3.5998	-0.1801	19.3501	-0.0016	-0.0002	0.0046
O	10.3654	-4.6949	15.0467	-0.0075	0.008	0.0234
O	9.6312	-3.9576	12.6261	-0.0069	0.0097	0.0067
O	3.8839	4.4048	16.8502	-0.0018	-0.0029	0.0021
O	8.2601	9.975	18.8184	-0.0017	-0.001	0.0024
O	9.4537	8.1767	16.9701	-0.0043	0.002	0.0091
O	14.3978	2.0684	15.5834	-0.0024	-0.002	0.007
O	7.5217	7.6276	14.0854	-0.0095	-0.002	0.0094
O	11.9177	5.4529	12.9968	0.0115	0	0.0056
O	4.9999	8.285	12.6357	-0.0077	0.0048	-0.0105
O	6.2607	6.0541	20.6079	-0.0041	0.0037	0.0089
O	9.9839	14.2155	18.5213	-0.0009	0.0048	0.0074
O	5.5763	5.9942	15.4158	-0.0027	-0.0025	0.0067
O	7.6124	7.4749	18.8061	-0.0033	-0.0028	0.0058
O	1.6582	8.9907	18.7603	-0.0055	-0.0037	0.007
O	12.3901	3.3646	21.0565	-0.0006	0.0004	0.004
O	8.2743	3.0125	11.1973	-0.0734	-0.0859	0.2706
O	10.133	-2.8171	19.4797	0.0028	-0.0006	0.007
O	-0.1511	-5.7403	20.2868	0.0045	-0.0021	0.011
O	6.1041	10.6253	17.4513	-0.0004	0.001	0.0075
O	3.3083	6.3333	12.7641	0.0026	0.0116	-0.0029
O	6.0762	0.785	19.7293	-0.0041	-0.0003	0.0054
O	10.2218	5.7436	17.6776	-0.0017	-0.0055	0.0112
O	1.7615	-0.2312	10.9916	0.0035	-0.0115	-0.0034
O	8.2823	4.9929	19.3839	-0.0063	0.0011	0.0054
O	6.2132	14.4687	16.1422	-0.0127	0.0073	0.0135
O	11.8421	1.2557	19.3493	-0.0019	-0.0042	0.0114
O	7.4767	14.2434	13.7711	0.0238	0.0057	-0.0099
O	4.9098	10.457	15.15	-0.0042	-0.0048	0.006
O	9.7123	4.2946	13.1015	-0.0628	-0.0572	0.0035
O	8.7869	2.9812	16.0919	0.0011	-0.0071	0.0127
O	7.9962	6.1978	16.1934	0.0014	0.0026	0.007
O	4.3019	2.1126	18.1602	0.0006	-0.0068	0.0094
O	4.0822	9.4137	8.7712	0.0415	0.0269	0.0076
O	5.3823	-0.6964	10.9181	0.001	0.0041	-0.0473
O	9.9703	12.4308	21.2741	-0.005	-0.0014	0.0074
O	1.8037	2.7955	17.4332	-0.003	-0.0046	0.0041
O	10.1344	0.2561	23.5688	0.0029	-0.0036	0.0053
O	6.391	8.4952	21.6482	-0.0013	0.0006	0.0041
O	2.5981	4.1024	11.1863	-0.0181	0.0007	-0.0357
O	-1.6017	1.522	13.1336	0.0057	-0.0026	-0.0012
O	2.6867	11.9773	13.1664	-0.0025	-0.0064	0.0029
O	-0.415	23.1168	17.0431	0.002	-0.0031	0.006
O	7.9779	10.7739	21.9715	-0.0017	-0.0012	0.0042
O	7.0341	1.1632	15.2144	-0.0051	-0.002	0.002
O	1.9958	0.1443	17.2155	-0.0021	-0.0027	0.0046
O	9.6651	4.14	9.2812	-0.1998	-0.179	-0.1067
O	14.7969	9.1688	17.2192	-0.0054	-0.0001	0.0051
O	0.4701	-0.1583	13.3503	0.0072	-0.0049	0.0026
O	10.1161	0.1701	11.0378	0.0057	-0.0096	-0.0035
O	7.4347	-2.4615	11.6532	-0.0121	0.0024	0.0003
O	0.9352	2.1233	10.1985	0.0513	-0.0296	-0.0171
O	3.897	2.0501	20.8039	-0.0061	0.0017	0.0089
O	16.7524	10.3393	23.4329	-0.0033	0.0019	0.0046
O	1.3706	7.9656	21.1274	0.0035	-0.0041	0.0071
O	5.9851	5.4624	18.0488	0.0054	0.0031	0.0159
O	14.0146	3.7381	13.6256	0.0049	-0.0073	0.0055
O	8.0202	1.508	18.124	-0.0061	-0.0084	0.0072
O	9.1768	-1.3102	13.155	-0.0027	0.0026	0.0004

Results
free energy: -135732.404 eV
free energy less fixed offsets of O -568.88, Si -635.61 eV per atom: 2.926 eV

The program warned: the cutoff lies below the one the program advises for these potential files; the exchange-correlation potential is rough where the density is thin.
